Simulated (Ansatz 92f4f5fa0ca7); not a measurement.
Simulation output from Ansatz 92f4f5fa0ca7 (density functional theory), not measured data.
Periodic cell of 273 atoms, Si166O106P1, from a study of silicon, its oxide and their interface. The atomic structure is a simulated model.
Doubt: the cutoff is far below the 930 eV that the study's wrapper takes by default for these files, so forces and energies are approximate.

Settings: functional PBE; potential files Ansatz PAW; basis plane waves; wave-function cutoff 580 eV; density cutoff ratio 5; exchange-correlation grid ratio 1; k mesh 1 x 1 x 1, Gamma-centred; self-consistency stop 5e-08 eV per atom in the density residual; occupations fixed; spin none; net charge +1 e, with a uniform compensating background and no finite-size correction.

Cell vectors (angstrom)
a, 11.6015, 0, 0
b, 0, 13.3963, 0
c, 0, 0, 29.8085

Atoms and the computed forces on them: element, x, y, z (angstrom), force x, y, z (eV/angstrom)
Si, 11.5526, 0.1768, 22.892, 0.0051, 0.002, -0.0291
Si, 3.9197, 0.1533, 23.0086, 0.0068, -0.0088, -0.0308
Si, 7.6655, 0.1199, 23.1289, -0.0027, -0.0182, -0.0324
Si, 2.0716, 3.4555, 22.869, -0.001, 0.0083, -0.0349
Si, 5.9036, 3.69, 22.9851, 0.008, -0.0045, -0.041
Si, 9.7605, 3.5325, 23.0132, -0.0049, 0.0093, -0.0313
Si, 11.662, 6.8554, 23.051, -0.0005, 0.0207, -0.0303
Si, 3.9573, 7.0374, 23.1774, 0.0101, -0.0012, -0.0277
Si, 7.796, 6.8843, 23.2296, -0.0116, 0.0125, -0.0331
Si, 2.0414, 10.2301, 23.2417, 0.0015, 0.0094, -0.032
Si, 5.8609, 10.0919, 23.2977, -0.0183, -0.0099, -0.0288
Si, 9.8467, 10.079, 23.2184, -0.0197, 0.0009, -0.0357
Si, 11.6989, 2.3835, 23.7344, 0.0054, -0.0058, -0.0171
Si, 4.0016, 2.4035, 23.7312, 0.0041, -0.0003, -0.0176
Si, 7.7865, 2.4146, 23.7552, -0.0053, -0.0022, -0.0109
Si, 2.0317, 5.7089, 23.6865, 0.0075, -0.0153, -0.0069
Si, 5.8354, 5.8124, 23.9768, -0.0061, 0.0056, 0.0066
Si, 9.7401, 5.724, 23.8861, -0.0012, -0.0056, -0.0011
Si, 11.7566, 9.0164, 24.0162, 0.0125, -0.0022, -0.0023
Si, 3.9101, 9.1293, 24.1923, 0.0061, 0.017, 0.008
Si, 7.8507, 9.0768, 24.0251, 0.0215, 0.0032, 0.0074
Si, 1.9215, 12.5022, 23.7855, -0.0191, 0.0047, -0.0214
Si, 5.7751, 12.3713, 23.9184, 0.0072, 0.0052, -0.0098
Si, 9.6808, 12.3918, 23.7635, -0.0042, 0.0012, -0.0294
Si, 11.6473, 2.2924, 26.1456, -0.0051, 0.011, 0.0221
Si, 3.9193, 2.3085, 26.1401, 0.0001, -0.0012, -0.0008
Si, 7.7507, 2.319, 26.1617, 0.0109, 0.008, 0.0122
Si, 1.9785, 5.6274, 26.1306, -0.004, 0.0288, 0.0083
Si, 5.8207, 5.6769, 26.32, 0.0049, 0.0265, 0.0036
Si, 9.7045, 5.6332, 26.2557, 0.004, 0.0108, -0.0025
Si, 11.6711, 8.9613, 26.3469, 0.0036, -0.0174, 0.0213
Si, 3.8906, 9.0119, 26.4901, 0.0015, -0.0108, 0.071
Si, 7.7922, 8.9944, 26.3603, -0.0152, -0.0197, 0.0253
Si, 1.9357, 12.3768, 26.1862, 0.013, -0.0094, 0.021
Si, 5.7952, 12.33, 26.28, -0.0067, -0.01, 0.0027
Si, 9.6851, 12.342, 26.161, 0.0019, 0.0025, 0.0285
Si, 1.9789, 1.1922, 26.9799, -0.0095, -0.0005, -0.0301
Si, 5.8241, 1.1863, 27.0012, 0.0096, -0.0141, -0.0296
Si, 9.6875, 1.1813, 26.954, 0.0026, -0.0021, -0.0279
Si, 11.6506, 4.5059, 26.986, -0.0007, 0.0093, -0.0227
Si, 3.8862, 4.5087, 26.9999, 0.0068, 0.0032, -0.0358
Si, 7.7528, 4.5192, 27.0404, 0.0018, -0.0005, -0.0155
Si, 1.9664, 7.803, 27.1141, 0.0185, 0.0067, 0.0002
Si, 5.8526, 7.8843, 27.1638, -0.0019, 0.0031, 0.0155
Si, 9.7183, 7.844, 27.0892, -0.0061, 0.0168, -0.0146
Si, 11.6165, 11.2332, 27.0007, 0.0011, 0.0057, -0.0255
Si, 3.8495, 11.2742, 27.1092, -0.0046, -0.0152, 0.0027
Si, 7.7641, 11.2431, 27.0405, -0.011, -0.0096, -0.0189
Si, 1.9508, 1.1173, 29.366, -0.0189, -0.0938, 0.0599
Si, 5.7925, 1.1291, 29.3898, -0.0315, -0.0591, 0.0497
Si, 9.6529, 1.1257, 29.3512, -0.0695, -0.0406, 0.082
Si, 0.0149, 4.4534, 29.3771, -0.0579, -0.0353, 0.0436
Si, 3.8697, 4.4522, 29.368, 0.0069, -0.0451, 0.0289
Si, 7.7189, 4.4692, 29.4125, -0.0591, -0.0202, 0.0189
Si, 1.9399, 7.7715, 29.4712, -0.0271, 0.0315, -0.0574
Si, 5.8305, 7.8312, 29.5227, -0.0298, 0.0066, -0.0779
Si, 9.6842, 7.7965, 29.4405, -0.0279, -0.0246, -0.0374
Si, -0.0002, 11.171, 29.3667, 0.001, -0.0571, 0.0274
Si, 3.8566, 11.2042, 29.4671, 0.0424, -0.0778, -0.0355
Si, 7.7554, 11.183, 29.3973, -0.0015, -0.0606, 0.0024
Si, -0.0127, -0.0015, 0.3268, 0.038, 0.1075, 0.0181
Si, 3.8693, 0.0115, 0.4504, 0.0006, 0.0921, -0.0617
Si, 7.7094, -0.0088, 0.3824, 0.0794, 0.0891, -0.0235
Si, 1.9493, 3.3255, 0.352, -0.0296, 0.0652, 0.0229
Si, 5.7802, 3.3368, 0.4179, 0.0452, 0.0345, -0.0347
Si, 9.6475, 3.3498, 0.36, 0.0946, 0.0091, -0.015
Si, -0.0097, 6.664, 0.4162, 0.0547, -0.0186, -0.0003
Si, 3.8856, 6.6572, 0.3944, 0.0076, -0.0016, 0.0382
Si, 7.7592, 6.682, 0.444, 0.0367, -0.0286, -0.0119
Si, 1.9211, 10.0392, 0.3737, 0.0078, 0.0194, 0.0161
Si, 5.8236, 10.0933, 0.4193, -0.044, 0.0329, -0.0163
Si, 9.6804, 10.0339, 0.3695, 0.0023, 0.0904, 0.0165
Si, 11.5451, -0.0505, 2.6986, -0.0053, -0.034, 0.0163
Si, 3.8404, -0.0677, 2.8379, 0.0036, -0.0132, 0.0314
Si, 7.6577, -0.0934, 2.7634, 0.0095, -0.0136, -0.0013
Si, 1.9346, 3.2653, 2.7138, -0.0069, 0.005, 0.0049
Si, 5.748, 3.2724, 2.8144, 0.0027, 0.0079, 0.0084
Si, 9.5984, 3.3051, 2.739, 0.0047, 0.0133, 0.0079
Si, 11.5693, 6.6218, 2.7753, -0.0015, 0.0027, 0.0374
Si, 3.8663, 6.6038, 2.7449, 0.0185, 0.019, 0.006
Si, 7.7512, 6.6306, 2.809, -0.0359, 0.0293, 0.0377
Si, 1.9184, 9.9967, 2.7402, 0.0022, -0.0072, -0.0068
Si, 5.8276, 10.0449, 2.7904, 0.0009, 0.001, -0.0035
Si, 9.6784, 9.9792, 2.7382, 0.011, -0.0134, 0.006
Si, 11.5557, 2.1993, 3.4148, 0.0005, 0.0541, -0.0538
Si, 3.8111, 2.1323, 3.6545, 0.0067, -0.0066, 0.0021
Si, 7.6823, 2.1126, 3.5451, 0.0029, -0.0195, 0.0047
Si, 1.9031, 5.4843, 3.485, -0.0408, -0.0314, -0.0456
Si, 5.8057, 5.5215, 3.5774, -0.0128, -0.0244, -0.0042
Si, 9.6629, 5.5011, 3.6483, 0.0508, -0.0415, -0.036
Si, 11.607, 8.8616, 3.5579, 0.0045, 0.0346, -0.006
Si, 3.8928, 8.8622, 3.4174, -0.0142, 0.0106, -0.0355
Si, 7.749, 8.8752, 3.5576, 0.0092, 0.0169, -0.0078
Si, 1.8523, 12.229, 3.543, -0.009, 0.0083, 0.0061
Si, 5.7552, 12.2197, 3.7605, 0.0031, -0.0168, 0.0097
Si, 9.6167, 12.2045, 3.5044, 0.0031, 0.0306, 0.0064
Si, 11.4787, 2.1534, 5.7429, -0.0044, -0.1004, 0.082
Si, 3.7351, 2.0366, 6.071, -0.0119, 0.0002, -0.0263
Si, 7.6114, 1.9702, 5.9163, -0.0488, -0.0248, -0.0309
Si, 1.8796, 5.4003, 5.8291, 0.072, 0.0158, 0.0258
Si, 5.8047, 5.4692, 5.9472, 0.0251, 0.0304, -0.0055
Si, 9.6314, 5.4343, 6.0641, -0.0953, 0.0393, 0.0126
Si, 11.6358, 8.7942, 5.9392, 0.0209, 0.0027, -0.0178
Si, 3.9141, 8.7882, 5.7354, 0.0173, -0.0203, -0.0308
Si, 7.7828, 8.8115, 5.9293, -0.0036, -0.0133, -0.0223
Si, 1.7763, 12.1601, 5.9234, -0.023, 0.0011, -0.0114
Si, 5.7172, 12.1145, 6.2623, -0.0034, 0.0056, -0.027
Si, 9.5856, 12.1232, 5.8712, -0.0154, -0.0408, -0.0047
Si, 1.6396, 0.986, 6.7179, 0.0717, 0.0388, 0.1536
Si, 5.6706, 0.987, 7.0069, 0.0124, -0.0128, 0.0839
Si, 9.6358, 0.9537, 6.6008, 0.0092, 0.0984, 0.139
Si, 11.583, 4.2919, 6.7328, 0.0504, 0.043, 0.3834
Si, 3.8328, 4.3239, 6.5727, -0.0331, -0.0704, 0.1177
Si, 7.6877, 4.173, 6.6306, -0.0005, -0.0313, 0.0929
Si, 2.0297, 7.6293, 6.5092, -0.0212, 0.0601, 0.1063
Si, 5.8338, 7.7401, 6.6972, -0.0007, -0.0066, 0.0762
Si, 9.7229, 7.7048, 6.75, 0.0297, 0.0249, 0.1312
Si, 11.448, 10.9979, 6.7771, 0.0025, 0.0581, 0.0588
Si, 3.6484, 10.9319, 6.6506, 0.027, -0.0063, 0.0787
Si, 7.7607, 10.9761, 6.8666, 0.0042, 0.0233, 0.0854
O, 9.9152, 7.8906, 8.4232, 0.0052, -0.0095, -0.0782
O, 9.9274, 0.9735, 8.275, -0.0424, -0.0784, -0.0766
O, 1.0531, 1.0111, 8.3406, 0.0024, -0.0072, -0.0319
O, 3.0849, 10.5286, 8.1673, -0.0082, 0.0094, -0.0354
O, 5.8296, 7.8873, 8.3677, 0.0012, 0.0076, -0.0479
O, 5.603, 1.1927, 8.6967, 0.0041, -0.0074, -0.0473
O, 3.7484, 4.3096, 8.2301, 0.0015, 0.0166, -0.1149
O, 7.6254, 3.709, 8.2558, 0.0289, -0.0119, -0.0668
O, 0.0844, 4.2556, 8.5861, -0.1098, 0.0929, -0.6625
O, 11.1401, 11.0203, 8.4341, 0.0021, -0.0342, -0.031
O, 8.1247, 10.7713, 8.5091, 0.0103, 0.0081, -0.0658
O, 2.3737, 7.503, 8.1209, -0.0193, -0.0153, -0.043
O, 11.4245, 0.209, 21.213, 0.0096, -0.0089, 0.0577
O, 9.7609, 3.6394, 21.3486, -0.0082, -0.0015, 0.0735
O, 4.1384, 7.5462, 21.5895, -0.0175, -0.0115, 0.063
O, 6.0089, 4.1718, 21.369, 0.0066, 0.0006, 0.0733
O, 5.7463, 9.7526, 21.6617, 0.0122, 0.013, 0.0596
O, 2.1463, 3.3817, 21.1875, -0.0042, 0.006, 0.0622
O, 7.3534, 13.4423, 21.4893, -0.0092, 0.0145, 0.0671
O, 4.0214, 0.1542, 21.3453, 0.0033, 0.0011, 0.0659
O, 7.7377, 6.9573, 21.5786, 0.009, -0.0077, 0.0664
O, 2.1287, 10.1706, 21.5905, -0.0038, -0.0119, 0.0712
O, 11.5383, 6.9734, 21.3896, 0, -0.0032, 0.0652
O, 10.1651, 9.6523, 21.6258, 0.0088, -0.007, 0.0727
Si, 11.5923, 6.4394, 11.3173, 0.0044, 0.1294, 0.0739
Si, 1.5705, 10.3666, 16.2433, -0.0184, -0.0144, 0.0977
P, 0.2495, 3.6765, 9.998, 0.3643, 0.2844, -0.0774
Si, 8.0838, 12.8587, 20.1644, 0.0205, -0.0103, -0.0178
Si, 2.8331, 10.4624, 9.7599, 0.0117, 0.015, 0.0093
Si, 2.5731, 10.3918, 20.0474, 0.0118, 0.0062, -0.0196
Si, 10.3507, 3.7033, 19.829, 0.0153, 0.0008, -0.0326
Si, 0.2472, 12.7981, 17.0881, -0.0048, 0.0123, 0.0959
Si, 10.8151, 0.7005, 19.7668, -0.0192, 0.0201, -0.0015
Si, 3.1688, 7.7558, 16.235, 0.0144, -0.0054, 0.1282
Si, 0.329, 6.4867, 19.889, 0.0021, -0.0114, -0.0259
Si, 9.3893, 2.5218, 14.2771, -0.0202, -0.0426, 0.1749
Si, 2.9243, 2.5126, 11.0753, -0.0298, -0.0457, 0.1572
Si, 5.1347, 11.9809, 15.3399, 0.0348, 0.0071, 0.0894
Si, 4.939, 8.6789, 20.7124, 0.0121, 0.0047, -0.0467
Si, 3.6034, -0.3991, 11.2796, 0.0018, -0.0538, 0.1068
Si, 5.5895, 8.8855, 14.7901, -0.0167, 0.0213, 0.1099
Si, -0.168, 11.3538, 10.008, 0.0014, -0.0883, 0.0466
Si, 9.453, 10.0149, 20.2072, -0.0216, 0.0078, -0.0187
Si, 3.4579, 0.048, 19.8167, -0.0144, -0.0034, -0.0168
Si, 7.4626, 4.687, 9.536, -0.0221, 0.0006, 0.0333
Si, 2.3684, 12.3582, 14.1571, -0.0135, -0.0276, 0.18
Si, 6.1785, 0.5966, 10.1285, 0.0101, 0.0138, 0.0292
Si, 2.7961, 2.9001, 19.7491, 0.0128, -0.0089, -0.0159
Si, 5.7194, 4.4434, 13.6432, 0.0258, -0.0006, 0.1377
Si, 7.4728, 0.2119, 15.5841, -0.0264, -0.0027, 0.0928
Si, 9.6061, 11.3442, 15.2034, 0.0071, 0.018, 0.1258
Si, 2.0033, 6.5584, 13.5594, 0.0556, 0.0482, 0.2291
Si, 2.8424, 3.5228, 14.0354, 0.0299, 0.0153, 0.161
Si, 11.7021, 9.1689, 18.4017, -0.0138, -0.0091, 0.0689
Si, 11.2614, 0.9009, 9.1989, -0.0526, 0.1125, -0.0116
Si, 9.1182, 7.2945, 9.7104, -0.0295, 0.0089, 0.022
Si, 8.6824, 8.5583, 14.5637, -0.0146, -0.0108, 0.1217
Si, 4.7744, 7.1561, 12.3447, 0.0265, 0.0223, 0.1199
Si, 2.974, 5.6277, 18.747, 0.0012, -0.0173, 0.0518
Si, 2.5331, 7.4007, 9.7122, 0.022, -0.0071, 0.0191
Si, 6.2717, 8.4176, 9.8442, -0.0317, -0.0268, 0.0353
Si, 4.3265, 4.764, 9.6575, 0.0361, 0.0098, 0.0206
Si, 9.3532, 10.5091, 12.2777, -0.025, 0.0026, 0.1655
Si, 5.9463, 13.0324, 17.9485, -0.0032, 0.0137, 0.079
Si, 7.979, 4.9343, 18.3504, -0.0027, -0.0098, 0.0803
Si, 8.3093, 5.4098, 15.1879, 0.0063, 0.0053, 0.1353
Si, 7.3211, 11.0736, 9.9156, -0.006, 0.0159, 0.0623
Si, 5.3895, 4.2012, 19.854, -0.0113, -0.0041, -0.0262
Si, 0.7816, 1.4915, 15.0383, -0.0222, -0.0306, 0.1461
Si, 7.5513, 7.5269, 20.075, -0.0012, 0.0152, -0.0309
Si, 7.65, 2.7857, 11.8517, -0.0226, -0.0225, 0.1648
O, 3.4456, 6.0775, 10.0999, -0.0081, -0.0123, -0.0128
O, 1.9443, 2.6604, 15.0961, 0.0307, 0.0195, -0.0559
O, -0.3519, 12.9994, 10.1883, 0.012, 0.0719, -0.0238
O, 8.3597, 8.8997, 19.82, 0.0045, -0.0008, 0.0067
O, 2.4201, 1.3111, 19.5028, 0.0003, 0.0021, 0.0044
O, 8.1507, 5.3033, 16.788, 0.0037, 0.0121, -0.0964
O, 2.7383, 11.9811, 19.6924, -0.0006, 0.0004, 0.006
O, 7.164, 8.7638, 15.1153, 0.0154, 0.0006, -0.0397
O, 1.2906, 0.1952, 14.1674, 0.0116, -0.0153, -0.0474
O, 4.4155, 3.8042, 14.4385, -0.0136, 0.003, -0.0279
O, 4.2045, 3.4165, 10.62, -0.0352, 0.0295, -0.0405
O, 10.9605, 2.0886, 14.4675, -0.0056, 0.005, -0.0355
O, 11.4375, 4.7438, 11.0707, -0.0463, -0.3246, -0.3598
O, 10.8437, 12.0167, 16.037, -0.0253, -0.018, -0.0519
O, 8.942, 6.9071, 14.7512, 0.0051, 0.0184, -0.0403
O, 1.7364, 3.3559, 10.266, -0.0124, 0.1073, -0.0998
O, 8.4551, 5.9147, 9.1843, -0.0019, -0.0034, 0.0035
O, 11.1457, 2.2957, 19.5136, -0.0004, -0.0037, 0.0073
O, 5.3989, 7.6031, 10.9229, -0.0067, 0.01, -0.0681
O, 11.4191, 7.5914, 18.7741, 0.0012, 0.0035, -0.0079
O, 7.8765, 8.235, 10.1719, 0.0292, -0.0253, 0.0001
O, 10.1228, 7.0389, 10.9862, -0.0269, 0.0091, -0.0389
O, 9.2195, 4.1111, 14.7058, 0.0077, -0.0076, -0.0573
O, 8.8288, 11.4704, 20.51, 0.0019, 0.0054, 0.0108
O, 10.5765, 10.5527, 11.1649, 0.0507, 0.04, -0.0779
O, 8.3576, 12.2385, 15.7618, 0.0151, -0.0143, -0.0334
O, 4.4401, 2.8773, 19.7908, 0.0021, -0.0007, 0.0058
O, 4.6525, 0.2225, 18.722, 0.0086, -0.0034, -0.015
O, 10.4741, 10.0888, 18.9462, 0.0099, -0.0001, -0.0103
O, 6.7887, 0.6981, 17.0067, 0.0166, -0.0011, -0.0503
O, 0.5175, 6.7279, 12.8389, -0.0623, -0.0481, -0.1397
O, 1.0393, 7.0642, 10.2735, -0.0163, -0.053, 0.0224
O, 3.1362, 7.1742, 12.5473, -0.0083, 0.003, -0.0553
O, 3.9506, 9.5576, 19.7634, -0.0004, -0.0009, 0.0097
O, 6.7924, 5.201, 14.6029, -0.0426, -0.0125, -0.0679
O, 0.5627, 0.9127, 16.5447, 0.0094, 0.0245, -0.0649
O, 1.5497, 11.7864, 17.0975, 0.0093, -0.0104, -0.032
O, 5.3892, 8.2884, 13.307, -0.0258, -0.0451, -0.0917
O, 2.9682, 12.3722, 12.6387, 0.025, 0.0285, -0.1329
O, 6.4337, 3.1951, 12.8696, 0.0182, -0.0223, -0.073
O, 2.8004, 9.3259, 16.5773, 0.0039, -0.0009, -0.0309
O, 5.9955, 7.8921, 19.7538, -0.0042, 0.0003, 0.0126
O, 1.9509, 6.3917, 19.7581, 0.0043, 0.0029, -0.0005
O, 1.447, 9.689, 19.1336, -0.0008, 0.0014, -0.0092
O, 9.4841, 9.712, 15.4603, -0.0044, -0.0164, -0.0474
O, 3.053, 8.8878, 10.2284, -0.0103, 0.0047, -0.0176
O, 8.9999, 9.0414, 12.9964, 0.0193, 0.0274, -0.0804
O, 2.1587, 7.3063, 15.0023, -0.0307, -0.0447, -0.1272
O, 9.1357, 3.8702, 18.7652, -0.0034, 0.0022, -0.0094
O, 4.7401, 7.9042, 15.7964, 0.0166, 0.0134, -0.0414
O, 7.2494, 1.5934, 10.831, -0.0264, -0.0176, -0.042
O, 8.1161, 6.3648, 19.105, -0.0008, -0.0074, -0.0063
O, 5.905, 5.1452, 9.6396, -0.0109, -0.007, 0.0092
O, 6.9889, -0.9246, 19.0464, -0.0096, 0.0023, -0.0172
O, 11.0988, 2.3312, 10.1784, -0.1458, -0.4191, -0.1003
O, 8.9856, 2.3855, 12.6952, -0.0171, 0.0124, -0.0898
O, 9.6984, 11.5155, 13.5488, 0.0006, -0.0133, -0.1072
O, 6.5656, 4.2048, 18.7288, 0.0025, 0.0023, -0.0071
O, 6.046, 10.035, 9.9621, 0.0053, 0.0005, -0.0058
O, 1.352, 10.8771, 10.2782, -0.0125, 0.018, -0.0091
O, 5.1642, 10.4639, 14.7368, 0.004, -0.0209, -0.0365
O, 1.6895, 10.9109, 14.6598, 0.0094, 0.0268, -0.0751
O, 11.3629, 13.073, 18.6145, 0.0108, -0.014, -0.0367
O, 5.4449, 11.8428, 16.9427, -0.0121, -0.0178, -0.0563
O, 8.0866, 10.9892, 11.3605, -0.0169, 0.007, -0.0609
O, 11.3074, 5.0073, 19.6174, -0.001, 0.0017, 0.0046
O, 8.3729, 1.4749, 15.0596, 0.0381, 0.0535, -0.0577
O, 2.4296, 4.0488, 18.594, -0.0013, 0.0061, -0.0122
O, 3.7598, 11.691, 10.3215, -0.0111, -0.0061, -0.0106
O, 9.1815, 0.5759, 19.7059, 0.0016, 0.0019, 0.0071
O, 2.7532, 2.6333, 12.6702, 0.0055, -0.0227, -0.1518
O, 3.6507, 12.6284, 15.1318, -0.0391, 0.0122, -0.0545
O, 8.0114, 4.0806, 10.9328, 0.0051, 0.0335, -0.0753
O, 5.0909, 0.2844, 11.3226, -0.0166, 0.0074, -0.0345
O, 4.4292, 5.4907, 19.4872, -0.0029, 0.0055, -0.0022
O, 6.207, 13.053, 14.6619, 0.0002, 0.0008, -0.0379
O, 3.0605, 6.5739, 17.3865, 0.004, 0.0347, -0.062
O, 2.7479, 0.9245, 10.7159, 0.001, 0.0318, -0.019
O, 0.2935, 9.4499, 16.7866, 0.0152, 0.0126, -0.0548
O, 5.2127, 5.6031, 12.6098, -0.0092, 0.0279, -0.0411
O, 2.1382, 4.9587, 13.7827, -0.0048, -0.0024, -0.0547
O, 6.8737, 12.6056, 9.713, 0.0023, -0.01, -0.0075

Results
free energy: -166567.196 eV
free energy less fixed offsets of O -568.88, P -755.39, Si -635.61 eV per atom: 0.734 eV

The program warned: the cutoff lies below the one the program advises for these potential files; the forces do not sum to zero within the program's tolerance; the exchange-correlation potential is rough where the density is thin.
